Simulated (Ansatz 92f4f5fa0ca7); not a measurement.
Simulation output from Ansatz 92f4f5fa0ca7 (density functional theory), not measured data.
Periodic cell of 223 atoms, Si131O90P2, from a study of silicon, its oxide and their interface. The atomic structure is a simulated model.
Doubt: the cutoff is far below the 930 eV that the study's wrapper takes by default for these files, so forces and energies are approximate.

Settings
functional: PBE
potential files: Ansatz PAW
basis: plane waves
wave-function cutoff: 580 eV
density cutoff ratio: 5
exchange-correlation grid ratio: 1
k mesh: 1 x 1 x 1, Gamma-centred
self-consistency stop: 5e-08 eV per atom in the density residual
occupations: fixed
spin: none
net charge: 0

Cell vectors (angstrom)
a, 10.938, 0, 0
b, 0, 10.938, 0
c, 0, 0, 32.1988

Atoms: element, x, y, z (angstrom)
Si, 10.5923, 0.2111, 24.8689
Si, 5.744, 10.6624, 24.7461
Si, 2.4801, 2.9006, 24.6479
Si, 8.433, 2.4425, 24.8231
Si, 0.2765, 5.1518, 24.7567
Si, 5.1603, 5.7326, 24.6996
Si, 2.9402, 7.9905, 24.5964
Si, 7.9438, 8.4217, 24.7336
Si, 1.3302, 1.37, 26.0443
Si, 6.8486, 1.2984, 26.1164
Si, 4.0468, 4.0913, 25.9913
Si, 9.6047, 4.0481, 26.0804
Si, 1.3972, 6.8167, 25.9952
Si, 6.7738, 6.8406, 26.0302
Si, 4.102, 9.5247, 25.9956
Si, 9.4683, 9.5579, 26.1473
Si, 2.7335, -0.0172, 27.3525
Si, 8.1633, -0.0262, 27.5506
Si, 0.0109, 2.7146, 27.4845
Si, 5.4462, 2.7362, 27.3668
Si, 2.7299, 5.4605, 27.4232
Si, 8.1902, 5.4631, 27.3612
Si, -0.0004, 8.1755, 27.3755
Si, 5.4418, 8.194, 27.4427
Si, 4.083, 1.363, 28.7393
Si, 9.5778, 1.3541, 28.8495
Si, 1.3675, 4.1138, 28.8151
Si, 6.8271, 4.0985, 28.7401
Si, 4.0951, 6.8155, 28.8014
Si, 9.5605, 6.8198, 28.7481
Si, 1.3723, 9.5562, 28.7377
Si, 6.7792, 9.5424, 28.8595
Si, 0.0191, -0.0223, 30.1543
Si, 5.4416, 0.0162, 30.1586
Si, 2.7387, 2.7315, 30.1449
Si, 8.1928, 2.7444, 30.1477
Si, -0.0105, 5.4749, 30.1495
Si, 5.4761, 5.4595, 30.1459
Si, 2.7287, 8.2009, 30.1405
Si, 8.2077, 8.1891, 30.151
Si, 1.3673, 1.3673, 31.515
Si, 6.8362, 1.3673, 31.515
Si, 4.1018, 4.1018, 31.515
Si, 9.5708, 4.1018, 31.515
Si, 1.3673, 6.8362, 31.515
Si, 6.8362, 6.8362, 31.515
Si, 4.1018, 9.5708, 31.515
Si, 9.5708, 9.5708, 31.515
Si, 2.7345, 0, 0.6835
Si, 8.2035, 0, 0.6835
Si, 0, 2.7345, 0.6835
Si, 5.469, 2.7345, 0.6835
Si, 2.7345, 5.469, 0.6835
Si, 8.2035, 5.469, 0.6835
Si, 0, 8.2035, 0.6835
Si, 5.469, 8.2035, 0.6835
Si, 4.1138, 1.376, 2.0517
Si, 9.5511, 1.3836, 2.0382
Si, 1.361, 4.1341, 2.0383
Si, 6.8207, 4.1227, 2.0526
Si, 4.1, 6.8398, 2.0636
Si, 9.5701, 6.8541, 2.0476
Si, 1.3886, 9.544, 2.0448
Si, 6.8102, 9.612, 2.0385
Si, 0.0199, 0.0101, 3.3273
Si, 5.4735, 0.0245, 3.4643
Si, 2.7892, 2.818, 3.3487
Si, 8.1991, 2.7683, 3.4186
Si, 0.0185, 5.5156, 3.4231
Si, 5.4786, 5.4964, 3.4361
Si, 2.7741, 8.2208, 3.4691
Si, 8.1793, 8.2525, 3.3539
Si, 1.422, 1.3992, 4.6103
Si, 6.8299, 1.4388, 4.8118
Si, 4.1466, 4.1023, 4.8135
Si, 9.5577, 4.1597, 4.7555
Si, 1.3974, 6.8466, 4.8186
Si, 6.8553, 6.9169, 4.7591
Si, 4.1278, 9.6138, 4.8663
Si, 9.5899, 9.589, 4.6808
Si, 2.7209, 0.1173, 6.099
P, 8.2125, 0.017, 6.0005
Si, 0.0406, 2.7252, 5.9278
Si, 5.449, 2.7451, 6.3276
Si, 2.8007, 5.497, 6.1872
Si, 8.1596, 5.5217, 6.132
Si, -0.0245, 8.2181, 6.1427
Si, 5.5687, 8.2787, 6.2415
Si, 3.7775, 1.5972, 7.6352
Si, 9.7519, 1.2135, 7.2205
Si, 1.5801, 3.8128, 7.2984
Si, 6.5987, 4.4331, 7.5204
Si, 4.4027, 6.6924, 7.5357
Si, 9.3198, 7.0669, 7.4608
Si, 1.0623, 9.9362, 7.284
P, 7.0596, 9.3538, 7.9257
O, 8.3215, 8.3495, 7.7938
O, 2.6255, 2.7431, 8.0135
O, 9.5319, 1.3334, 24.2559
O, 4.0608, 6.8491, 24.1315
O, -0.1411, 0.044, 7.7571
O, 5.4887, 5.5531, 8.0711
O, 6.8536, 9.5534, 24.1952
O, 1.3733, 4.0455, 24.1708
O, 3.8226, 7.5422, 8.8519
O, 0.5689, 4.4174, 8.4432
O, 9.756, 6.3718, 8.908
O, 1.8718, 9.4295, 8.6211
O, 7.3739, 3.8952, 8.8764
O, 4.2244, 0.8878, 9.0825
O, 6.6327, 8.9997, 9.4379
O, 9.0504, 1.8511, 8.5615
O, 7.7036, 3.1187, 23.519
O, 10.5013, 5.8198, 23.4419
O, 5.0963, 0.4215, 23.4105
O, 5.8637, 5.067, 23.3701
O, 3.1003, 2.1838, 23.2849
O, 2.3086, 8.6875, 23.2179
O, 8.6241, 7.7316, 23.3978
O, 0.2551, 10.2979, 23.6183
Si, 4.3852, 1.5485, 22.4786
Si, 3.4582, 7.8714, 14.1143
Si, 7.1203, 0.9289, 14.6562
Si, 0.95, 9.3268, 22.533
Si, 1.1646, 4.2392, 11.8506
Si, 6.2662, 8.9314, 15.3369
Si, 0.6781, 1.3011, 12.3199
Si, 8.6227, 4.9214, 20.523
Si, 0.2569, 5.7291, 9.3417
Si, 5.0956, 3.0693, 17.9471
Si, 0.8743, 3.6904, 16.7465
Si, 10.3832, 2.8035, 19.2328
Si, 5.2518, 1.1005, 10.3569
Si, 0.8813, 0.1437, 19.861
Si, 6.5859, 9.3143, 11.0493
Si, 9.319, 9.6377, 18.3633
Si, 9.3656, 9.1572, 12.6219
Si, 6.565, 3.8193, 22.5946
Si, 2.3722, 8.0868, 9.3785
Si, 10.5829, 7.3178, 17.1501
Si, 2.4831, 6.2663, 16.6706
Si, 10.1834, 4.4321, 14.1698
Si, 6.1323, 9.1492, 18.5364
Si, 7.907, 2.4971, 9.5214
Si, 8.8814, 2.0786, 12.4204
Si, 5.3508, 6.1962, 18.0898
Si, 3.9151, 0.5171, 19.4878
Si, 4.2442, 3.7451, 12.074
Si, 5.4959, 6.4666, 12.3381
Si, 8.0116, 2.4503, 17.211
Si, 4.3342, 2.4115, 14.9917
Si, 1.547, 1.1504, 15.2775
Si, 1.5538, 9.3396, 12.0786
Si, 8.042, 6.7752, 13.9246
Si, 10.3682, 9.7737, 15.5332
Si, 9.8102, 6.9902, 22.5539
Si, 8.1099, 5.4349, 17.424
O, 5.97, 7.8964, 11.6257
O, 6.0266, 9.1797, 16.9157
O, 7.6677, 1.3287, 13.1772
O, 0.9233, 1.7051, 13.8809
O, 9.45, 6.184, 16.9134
O, 6.7302, 6.0445, 13.308
O, 5.1568, 4.6039, 18.6171
O, 9.2116, 2.102, 18.2846
O, 2.3602, 0.0618, 19.0917
O, 9.392, 10.1816, 16.8003
O, 2.7741, 4.3424, 11.6652
O, 5.0497, 10.276, 19.1252
O, 9.4076, 3.2236, 13.4247
O, 0.4457, 1.7304, 19.9626
O, 3.1683, 1.2489, 15.0932
O, 8.1501, 5.3385, 19.0368
O, 3.8861, 6.5423, 17.4541
O, 4.5267, 3.2283, 16.4058
O, 9.1009, 5.628, 14.355
O, 5.4407, 2.7403, 22.1363
O, 10.6742, 4.0356, 15.6547
O, 0.3098, 3.8195, 18.2719
O, 10.4257, 10.469, 19.2358
O, 9.6122, 9.9243, 14.0808
O, 10.9064, 8.1014, 22.0931
O, 1.2285, 2.1143, 16.5465
O, 9.7216, 3.7127, 20.4205
O, 8.1315, 3.9851, 16.6929
O, -0.0615, 9.0205, 11.9665
O, 6.5715, 2.3458, 17.9733
O, 5.5488, 10.6186, 11.1839
O, 7.7322, 9.5736, 18.8827
O, 10.0322, 0.9365, 12.1109
O, 1.3609, 6.8723, 9.0474
O, 0.6234, 4.7174, 13.3205
O, 5.7185, 7.5806, 18.9962
O, 5.228, 4.9974, 11.6138
O, 2.644, 7.0246, 15.2424
O, 0.8828, 2.6676, 11.4628
O, 0.8368, 10.6394, 15.5653
O, 2.3762, 8.5035, 10.9443
O, 4.7012, 2.3463, 11.2994
O, 4.1635, 3.4207, 13.6983
O, 2.1659, 4.666, 16.5117
O, 10.7199, 8.1978, 15.7718
O, 6.8924, 10.2649, 14.6628
O, 2.3465, 8.8947, 13.4515
O, 8.0577, 1.4806, 15.8892
O, 4.056, 6.8065, 13.0302
O, 4.1783, 1.9695, 18.7497
O, 7.2866, 4.3962, 21.2723
O, 8.4617, 2.7925, 11.0207
O, 1.1666, 6.826, 17.4854
O, 5.6732, 1.5811, 14.7713
O, 8.0857, 9.7039, 11.6731
O, 9.209, 6.2578, 21.238
O, 8.8947, 7.6243, 12.8474
O, 1.64, 0.0444, 11.9031
O, 6.6481, 6.1089, 17.0697
O, 7.418, 7.786, 15.0652
O, 1.2117, 10.2787, 21.2447
O, 9.9747, 8.1442, 18.4085
O, 3.9408, 0.815, 21.0991
O, 0.3295, 5.2491, 10.879
O, 6.676, 1.4493, 9.6444
O, 4.7798, 8.6425, 14.7058

Results
free energy: -135974.294 eV
free energy less fixed offsets of O -568.88, P -755.39, Si -635.61 eV per atom: 0.596 eV

Forces (eV/angstrom), in the order of the atoms: element, x, y, z
Si, 0.0097, -0.0338, 0.0414
Si, -0.0074, 0.0117, -0.0096
Si, 0.0032, -0.0085, 0.0074
Si, -0.0265, 0.0094, -0.0166
Si, 0.0049, -0.001, -0.0111
Si, -0.0116, -0.0088, -0.0017
Si, -0.0045, -0.0171, 0.0149
Si, 0.0126, -0.0153, 0.0064
Si, 0.0037, 0.0188, -0.0068
Si, 0.0152, -0.0057, 0.0303
Si, -0.0045, 0.0114, 0.0081
Si, 0.0077, 0.001, 0.0142
Si, 0.0109, 0.0156, 0.0189
Si, -0.0047, 0.0116, -0.0042
Si, -0.0029, -0.0012, 0.0063
Si, -0.0137, 0.0191, 0.017
Si, -0.0108, 0.0017, -0.0681
Si, -0.0221, -0.031, 0.1091
Si, 0.0097, 0.0023, 0.0847
Si, -0.0014, -0.0062, -0.0595
Si, 0.0035, 0.0027, 0.0321
Si, -0.0001, -0.0085, -0.0602
Si, -0.006, -0.0074, -0.0569
Si, -0.0167, -0.0258, 0.0521
Si, 0.0286, -0.0056, 0.0806
Si, -0.0379, 0.002, -0.1394
Si, -0.0291, -0.0554, -0.0958
Si, 0.0155, -0.0245, 0.0804
Si, -0.0107, 0.0181, -0.0584
Si, 0.0161, 0.0245, 0.0628
Si, -0.0193, -0.0117, 0.0792
Si, 0.1106, 0.0558, -0.1685
Si, 0.0228, -0.0039, 0.0049
Si, -0.0291, 0.0147, 0.0368
Si, -0.0166, 0.0113, 0.0043
Si, -0.0092, 0.0016, 0.0261
Si, -0.0082, 0.016, 0.0245
Si, 0.008, -0.005, 0.003
Si, -0.0007, 0.0252, 0.0183
Si, -0.0239, -0.0113, 0.0154
Si, 0.0992, -0.07, 0.0141
Si, -0.0599, 0.1063, -0.0416
Si, 0.083, -0.1126, -0.0014
Si, -0.0662, 0.073, -0.0083
Si, -0.0823, 0.0762, -0.064
Si, 0.1242, -0.0916, 0.0296
Si, -0.1605, 0.0486, -0.0125
Si, 0.0824, -0.1109, 0.0195
Si, 0.0885, -0.0418, 0.0571
Si, -0.0795, 0.1309, -0.1521
Si, -0.0392, 0.0832, -0.0275
Si, 0.0879, -0.0031, -0.0236
Si, -0.0115, 0.2167, -0.1096
Si, 0.0236, 0.0214, 0.0464
Si, 0.0778, -0.092, -0.0683
Si, -0.0817, 0.0493, 0.0174
Si, 0.0405, -0.0613, -0.08
Si, 0.0158, -0.0108, 0.0664
Si, -0.0791, 0.0026, -0.0375
Si, 0.0463, -0.0071, -0.0296
Si, 0.0043, 0.0065, 0.068
Si, -0.0244, 0.0234, -0.0632
Si, 0.0802, 0.0665, -0.0523
Si, -0.0743, -0.0301, -0.0138
Si, 0.0923, -0.1874, 0.1112
Si, -0.0781, 0.1419, -0.0512
Si, -0.0115, -0.1608, 0.1491
Si, -0.1843, 0.095, -0.0518
Si, -0.0692, 0.0151, -0.0345
Si, 0.2036, 0.0543, 0.0143
Si, -0.0327, 0.1098, -0.0553
Si, 0.2156, -0.1458, 0.1056
Si, -0.0449, -0.0616, -0.1441
Si, 0.3649, -0.2177, 0.1888
Si, 0.0278, 0.0857, 0.0245
Si, -0.0502, 0.0763, 0.0465
Si, 0.0241, 0.0742, 0.1027
Si, -0.4123, 0.0435, -0.0164
Si, 0.1764, -0.229, 0.1258
Si, -0.2255, 0.5241, 0.1277
Si, -0.002, 0.0388, -0.0609
P, 0.4723, 0.0957, -0.3711
Si, -0.0236, -0.0789, 0.1902
Si, -0.0357, -0.15, -0.1768
Si, 0.0787, -0.0188, 0.1618
Si, 0.0701, -0.0441, -0.1043
Si, -0.0177, -0.1309, -0.1929
Si, 0.0059, -0.3426, 0.0489
Si, -0.0546, -0.0202, 0.1252
Si, -0.0843, -0.4457, -0.0992
Si, -0.1305, 0.0981, -0.176
Si, -0.0919, 0.2025, 0.1346
Si, 0.0448, 0.2771, -0.362
Si, -0.1871, 0.138, -0.1096
Si, -0.0598, 0.1196, 0.0073
P, -0.2959, 0.7963, -0.3356
O, 0.3266, -0.3575, 0.0789
O, 0.187, -0.07, 0.0409
O, -0.0103, 0.0174, 0.0137
O, -0.0043, 0.01, -0.006
O, 0.1524, -0.0352, 0.1017
O, 0.0713, -0.1159, -0.0314
O, -0.0086, 0.0102, 0.0096
O, -0.0137, 0.0081, 0.0053
O, -0.0683, -0.025, 0.1109
O, 0.021, 0.0404, 0.1077
O, 0.007, 0.0427, -0.0102
O, -0.051, 0.0195, -0.0125
O, 0.0449, -0.0155, 0.0134
O, -0.0797, 0.1124, -0.0676
O, -0.0738, -0.5481, 0.8098
O, -0.0233, 0.0158, 0.0046
O, -0.0079, 0.0139, -0.0411
O, -0.004, 0.0078, -0.0172
O, -0.0082, 0.0042, -0.0324
O, 0.0044, -0.0063, -0.0148
O, 0.0104, -0.0034, -0.0239
O, -0.0162, 0.0098, -0.0218
O, 0.0076, -0.0094, -0.0334
O, -0.007, 0.0033, -0.0537
Si, 0.0001, -0.0009, 0.0504
Si, 0.0247, -0.0391, -0.0352
Si, -0.0108, -0.0159, -0.0059
Si, 0.0029, 0.0005, 0.0489
Si, 0.0235, -0.017, -0.0361
Si, -0.0136, 0.0091, -0.0159
Si, 0.0033, -0.0053, -0.0142
Si, -0.0111, 0.0005, 0.0473
Si, 0.0565, -0.0139, -0.1162
Si, -0.0042, 0.0014, 0.0124
Si, -0.0076, -0.0009, -0.0045
Si, -0.0043, -0.0045, 0.033
Si, 0.0858, -0.1011, 0.0368
Si, -0.0022, -0.0096, 0.0281
Si, -0.0547, -0.0065, -0.3163
Si, -0.0024, 0.0074, 0.0146
Si, -0.0903, 0.0481, -0.0505
Si, 0.0054, -0.0041, 0.0525
Si, 0.1226, -0.0222, -0.1266
Si, -0.0058, -0.0021, 0.016
Si, -0.0021, 0.0157, 0.0061
Si, -0.006, -0.0369, -0.0287
Si, -0.0093, 0.0016, 0.0063
Si, -0.0706, 0.0386, -0.0526
Si, -0.0228, -0.0053, -0.0152
Si, 0.0087, 0.0037, 0.0028
Si, -0.003, -0.0011, 0.0336
Si, 0.0216, 0.0174, -0.0262
Si, 0.0051, 0.1112, -0.1088
Si, -0.0054, -0.0038, 0.0035
Si, 0.0095, 0.003, -0.0201
Si, 0.0006, 0.0057, -0.0142
Si, 0.0283, 0.0005, -0.0235
Si, -0.0693, 0.01, -0.0548
Si, -0.0097, 0.0061, -0.0039
Si, -0.0156, 0.0047, 0.0539
Si, -0.0038, 0.0003, 0.0077
O, -0.0513, -0.1416, 0.136
O, -0.0002, 0.0009, 0.0066
O, 0.0066, 0.0067, 0.0151
O, -0.0042, -0.0047, 0.0107
O, -0.0059, -0.0008, -0.0035
O, 0.066, -0.0201, 0.0711
O, -0.0062, -0.0022, -0.006
O, -0.0055, 0.0018, -0.01
O, -0.0008, 0.0002, -0.0106
O, 0.0039, -0.0085, -0.0065
O, -0.0196, -0.0038, 0.0045
O, 0.0019, -0.0038, -0.0062
O, 0.0099, 0.0188, 0.0082
O, -0.0028, 0.0047, -0.0085
O, -0.0122, -0.0015, 0.0158
O, -0.0089, 0.003, -0.0252
O, -0.0038, -0.007, -0.0091
O, -0.0061, -0.0033, -0.006
O, 0.0041, 0.0056, 0.0087
O, -0.0014, -0.0012, -0.0125
O, 0.0053, 0.0007, 0.0056
O, 0.006, 0.0022, -0.01
O, -0.0088, -0.0053, -0.0105
O, 0.0144, 0.001, 0.0049
O, 0.0018, 0.0002, -0.0082
O, 0.0029, -0.0041, 0.0024
O, 0.0051, -0.0067, -0.0154
O, -0.0053, 0.0095, 0.0041
O, -0.0174, 0.0007, -0.007
O, 0.0003, 0.0014, 0.0011
O, -0.0866, 0.1346, 0.0665
O, 0.0041, -0.0024, -0.0022
O, -0.0106, -0.0075, -0.0001
O, -0.0804, -0.0546, 0.0134
O, -0.0066, 0.009, 0.0018
O, -0.0029, -0.0057, -0.0063
O, -0.0182, -0.0267, 0.0253
O, -0.0046, 0.0013, 0.0094
O, -0.0007, -0.0047, 0.012
O, -0.0012, -0.0049, 0.0065
O, -0.0241, 0.0496, 0.0701
O, -0.043, 0.039, 0.0402
O, -0.0105, -0.0117, 0.0247
O, -0.0021, -0.0083, 0.0056
O, 0.0007, -0.011, 0.0034
O, 0.0007, -0.0006, 0.0252
O, -0.0122, -0.0006, 0.0109
O, 0.0058, -0.0003, 0.0071
O, -0.0568, -0.0104, 0.0749
O, 0.0051, 0.0059, -0.0114
O, 0.0122, 0.0035, -0.0313
O, 0.0104, -0.0169, 0.0244
O, -0.0053, -0.0071, -0.0034
O, -0.0053, 0.0099, 0.009
O, 0.1714, -0.0456, 0.1137
O, -0.0043, -0.0072, -0.0257
O, 0.0216, -0.0306, 0.0275
O, 0.0058, -0.0035, 0.0081
O, 0.0003, -0.0042, 0.0099
O, 0.0111, -0.019, 0.0225
O, 0.002, 0.0142, -0.0366
O, 0.0027, -0.002, -0.0064
O, -0.0049, -0.0113, -0.0348
O, -0.026, -0.0055, 0.0699
O, 0.0156, 0.0494, 0.0289
O, -0.0059, 0.0066, 0.0167

The program warned: the cutoff lies below the one the program advises for these potential files; the exchange-correlation potential is rough where the density is thin.
